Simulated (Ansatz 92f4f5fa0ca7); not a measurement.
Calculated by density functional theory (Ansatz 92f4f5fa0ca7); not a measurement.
Periodic cell of 226 atoms, Si133O92As1, from a study of silicon, its oxide and their interface. The atomic structure is a simulated model.
Doubt: the cutoff is far below the 930 eV that the study's wrapper takes by default for these files, so forces and energies are approximate.
This geometry differs little from another in the collection (a relaxation step or a small displacement).

Settings: functional PBE; potential files Ansatz PAW; basis plane waves; wave-function cutoff 580 eV; density cutoff ratio 5; exchange-correlation grid ratio 1; k mesh 1 x 1 x 1, Gamma-centred; self-consistency stop 5e-08 eV per atom in the density residual; occupations fixed; spin none; net charge +1 e, with a uniform compensating background and no finite-size correction.

Cell vectors (angstrom)
a	10.938	0	0
b	0	10.938	0
c	0	0	31.9494

Atoms and the computed forces on them: element, x, y, z (angstrom), force x, y, z (eV/angstrom)
Si	10.6258	0.0014	24.4086	-0.0077	0.0102	0.04
Si	5.0766	0.1205	24.6588	-0.0033	0.0066	0.0267
Si	2.8222	2.2899	24.5199	0.0131	-0.009	0.0413
Si	8.5705	2.4382	24.5545	0.0063	-0.007	0.0353
Si	10.7091	5.5859	24.3257	-0.0035	0.0099	0.0351
Si	5.1569	5.6151	24.4384	-0.0023	0.0098	0.0415
Si	2.9889	7.9574	24.3984	0.0053	-0.0107	0.0389
Si	8.4179	7.829	24.4068	0.0062	-0.0086	0.0321
Si	1.2922	1.1301	25.8332	0.0007	0.0023	-0.0113
Si	6.8159	1.3286	25.7306	-0.0061	-0.0003	-0.0041
Si	3.9844	4.01	25.7208	0.0005	-0.0028	-0.0043
Si	9.69	4.0226	25.8473	-0.0058	-0.0066	-0.0056
Si	1.3378	6.7962	25.6604	-0.0034	-0.0023	-0.0044
Si	6.8041	6.7213	25.7434	-0.0054	-0.0038	-0.0081
Si	3.9997	9.4661	25.9576	0.0036	0.0026	-0.0111
Si	9.4813	9.4407	25.7931	0.0001	-0.0016	-0.0042
Si	2.6317	-0.1319	27.2851	0.0107	0.0048	-0.0083
Si	8.1378	-0.0676	27.1349	0.012	0.0071	0.0021
Si	0.0789	2.6517	27.2045	-0.0057	-0.0028	-0.0031
Si	5.4508	2.7209	27.1	-0.0034	-0.0054	0.0013
Si	2.6643	5.4147	27.0973	0.0049	0.0134	0.0074
Si	8.1901	5.3677	27.1256	0.0087	0.0043	0.0051
Si	0.0096	8.1523	27.1217	0.0035	-0.002	0.0044
Si	5.5135	8.1383	27.1751	-0.0053	-0.002	0.0009
Si	4.0845	1.3284	28.4869	0.0085	0.0093	-0.0051
Si	9.543	1.3152	28.4978	-0.0045	-0.0105	-0.0076
Si	1.3861	4.0675	28.5552	0.0269	-0.0067	0.0186
Si	6.807	4.0577	28.514	-0.0015	-0.0003	0.004
Si	4.0805	6.7742	28.4803	-0.0017	-0.0207	-0.0121
Si	9.5582	6.779	28.4743	0.005	-0.0026	-0.0174
Si	1.2888	9.4809	28.6191	-0.0263	-0.0243	0.0463
Si	6.8253	9.5358	28.5535	0.0022	-0.0054	0.0205
Si	-0.0472	-0.0202	29.9265	0.0057	-0.021	-0.0088
Si	5.45	-0.0136	29.8841	0.0017	-0.005	0.0004
Si	2.7706	2.7155	29.8922	-0.0052	0.0225	-0.0015
Si	8.1873	2.7026	29.8669	-0.0141	-0.0012	-0.0016
Si	-0.0184	5.4382	29.8829	-0.0066	-0.0017	-0.0052
Si	5.4571	5.4448	29.8799	-0.0081	-0.004	0.0004
Si	2.735	8.1404	29.898	-0.013	0.0189	-0.0057
Si	8.2255	8.1722	29.8732	-0.005	0.0149	0.0034
Si	1.3626	1.379	31.2414	0.0019	-0.0003	0.0076
Si	6.8213	1.3641	31.2476	0.0094	-0.0016	0.0089
Si	4.1147	4.0854	31.2738	0.0022	-0.0079	0.0003
Si	9.5451	4.0825	31.2461	0.0069	0.0066	0.0034
Si	1.3545	6.8089	31.2613	0.0103	-0.0053	0.0026
Si	6.8324	6.8372	31.2332	0.0014	0.0003	0.007
Si	4.0851	9.5591	31.247	0.0023	-0.0016	0.0054
Si	9.5496	9.5426	31.2877	-0.0022	0.008	-0.0011
Si	2.7375	0.0201	0.6591	-0.0075	-0.0051	-0.0001
Si	8.1986	0.0224	0.6668	-0.003	-0.011	0.008
Si	0.0074	2.7557	0.6735	0.0022	-0.0079	0.0109
Si	5.4945	2.747	0.6994	-0.0173	0.0035	-0.0011
Si	2.7322	5.4635	0.6723	0.0074	0.0029	0.0042
Si	8.2079	5.4922	0.6619	-0.007	0.0043	0.0047
Si	0.0178	8.2033	0.7	-0.0053	0.0137	0.0006
Si	5.4814	8.2251	0.6668	-0.0024	0.0038	0.0053
Si	4.0811	1.3994	2.0509	0.0184	-0.0016	0.0009
Si	9.5966	1.3664	2.0312	-0.0171	0.0056	0.0033
Si	1.3522	4.1498	2.0561	0.014	-0.0088	-0.0023
Si	6.8445	4.1569	2.0443	0.0122	-0.0034	0.0134
Si	4.1113	6.8491	2.0205	-0.0122	0.0049	0.0218
Si	9.5798	6.8448	2.0629	-0.015	-0.0061	0.0021
Si	1.3613	9.6414	2.0465	0.0272	-0.0104	0.0125
Si	6.8451	9.6095	2.0391	0.0239	0.0048	-0.0038
Si	0.0141	0.0422	3.47	-0.0156	0.0118	0.0199
Si	5.5232	0.0901	3.4022	-0.0099	0.0013	0.0322
Si	2.7137	2.7855	3.4043	-0.0151	0.0037	-0.0039
Si	8.2567	2.7897	3.3424	0.019	0.0041	-0.034
Si	0.0224	5.5201	3.4736	0.0116	0.0067	0.0289
Si	5.4692	5.5235	3.4257	-0.0012	-0.0026	0.0007
Si	2.695	8.2081	3.3539	0.0041	-0.0006	0.0052
Si	8.2492	8.2856	3.3901	0.0042	0.0457	-0.0229
Si	1.3581	1.4749	4.8264	-0.0134	-0.011	-0.0272
Si	6.9177	1.4961	4.749	-0.0266	-0.0284	0.0144
Si	4.0586	4.1589	4.7642	0.0154	-0.013	0.0258
Si	9.6028	4.0825	4.7899	-0.024	0.012	-0.0231
Si	1.3588	6.9758	4.8579	-0.0095	0.0036	-0.0226
Si	6.847	6.9795	4.7149	-0.0054	-0.0205	0.0113
As	4.0959	9.5831	4.7933	-0.0069	0.0246	0.0254
Si	9.6207	9.5817	4.8484	-0.0101	-0.0045	0.0033
Si	2.7262	0.1062	6.1749	0.1064	-0.0637	-0.0165
Si	8.305	0.1337	6.101	0.0074	0.0074	-0.0141
Si	0.0183	2.8071	6.3159	0.0087	-0.0078	0.0109
Si	5.5191	2.8576	6.0905	0.0048	0.0339	-0.0087
Si	2.7495	5.5952	6.1419	0.0134	-0.0012	0.0054
Si	8.2606	5.6046	5.9659	-0.0153	0.009	0.0036
Si	0.0475	8.3136	6.3828	0.0005	0.0092	0.0052
Si	5.553	8.272	6.2619	-0.0515	0.0454	-0.0451
Si	4.44	1.2062	7.3543	-0.1049	0.0066	-0.2772
Si	9.815	1.1657	7.6358	0.0123	-0.0263	-0.0425
Si	1.1766	4.5085	7.5154	0.0309	0.0014	-0.0139
Si	6.6505	4.563	7.2679	-0.0268	0.0159	-0.0709
Si	4.3009	6.7058	7.5585	0.0057	-0.0381	-0.0377
Si	9.7305	6.6176	7.5167	0.0132	0.0135	-0.0279
Si	1.2732	9.9392	7.7254	-0.0417	-0.0171	-0.0401
Si	6.7432	9.9866	7.4326	0.0167	-0.0771	-0.1813
O	9.5851	1.2404	23.9781	0.0005	-0.0028	-0.0051
O	4.1038	6.805	23.9429	-0.0021	0.0055	-0.0032
O	4.0123	1.2338	24.0275	-0.0022	0.0025	-0.0055
O	9.5355	6.6966	23.8944	-0.0017	0.0047	0.0016
O	-0.0257	5.549	8.0265	-0.0131	0.0092	-0.012
O	5.5371	0.0917	7.8847	0.1148	0.0272	0.1834
O	0.0753	0.0994	8.1522	-0.0147	0.0183	-0.0018
O	5.5407	5.645	7.8788	0.0195	-0.0236	0.0132
O	7.6104	3.982	8.4463	0.0335	-0.0479	0.0629
O	8.7188	7.0599	8.7575	-0.0238	0.0324	0.0549
O	2.191	9.4679	9.0377	0.0423	-0.0177	0.0531
O	8.8869	1.6916	8.9178	-0.0405	0.032	0.0535
O	7.6294	9.4816	8.715	0.0432	-0.046	0.0983
O	3.5919	1.8078	8.6071	-0.0662	0.0877	0.1333
O	3.5645	7.2303	8.9481	-0.0149	0.0392	0.0523
O	2.0811	4.0083	8.8036	0.0247	-0.0168	0.0574
O	8.1391	3.4973	23.3638	-0.0287	0.0265	-0.0416
O	0.4535	4.9304	22.9524	0.0209	-0.0322	-0.0396
O	1.897	2.7387	23.2424	-0.0324	0.025	-0.0512
O	5.8326	4.9118	23.1123	0.0276	-0.027	-0.0376
O	5.5254	9.9707	23.5157	0.0286	-0.0212	-0.0417
O	2.4484	8.7008	23.0246	-0.0272	0.0258	-0.048
O	0.1907	10.0643	23.0865	0.0274	-0.0233	-0.0458
O	7.7878	8.5704	23.0702	-0.0286	0.0274	-0.0355
Si	8.6616	7.6973	18.4428	-0.0018	0.0001	-0.006
Si	8.7881	6.3606	13.6399	-0.0041	0.0049	0.0033
Si	3.7942	1.5413	14.7514	-0.0028	0.0002	-0.0032
Si	2.14	5.7513	17.6326	-0.0044	-0.0026	-0.0043
Si	2.4179	3.1432	19.4872	-0.0106	0.0049	0.0066
Si	9.8179	9.0361	12.0949	-0.0011	0.0009	-0.0234
Si	1.3336	9.423	22.0706	0.0038	-0.0011	0.0581
Si	9.1739	0.966	13.2041	0.0003	0.0029	-0.0011
Si	1.4252	5.058	13.0396	0.0073	0.0035	0.0026
Si	1.7952	8.2601	12.8367	0.0054	-0.0021	-0.024
Si	6.6466	9.5479	22.4233	0.005	-0.0072	0.0473
Si	4.5287	4.6034	15.7186	0.001	0.0043	-0.0054
Si	8.2156	3.0339	9.6039	0.0159	-0.0087	-0.0699
Si	0.843	8.2463	19.2623	0.002	0.0096	0.0094
Si	6.9484	1.3474	21.0919	0.0048	-0.0023	0.0128
Si	8.2352	8.3197	9.6983	-0.0024	-0.0007	-0.0931
Si	10.8906	5.2087	15.6176	0.001	0.0018	-0.0094
Si	7.5713	9.5021	16.3255	-0.0014	-0.0024	-0.0046
Si	9.9298	2.0544	20.2963	-0.0004	0.003	0.0079
Si	3.2206	8.5206	9.9388	-0.0201	-0.0069	-0.1013
Si	6.6981	3.3426	17.4079	-0.0006	0.0038	0.0013
Si	1.1675	0.2113	19.8001	0.0029	-0.0062	0.0018
Si	3.2341	2.8172	12.3176	-0.0025	0.0014	-0.021
Si	7.2228	5.3903	19.6796	0.0023	-0.0101	0.0107
Si	5.7508	8.6754	11.5638	-0.0043	-0.0096	-0.0311
Si	5.785	6.0749	13.2119	0.003	0.004	-0.0081
Si	4.6353	9.703	17.6305	-0.0025	-0.0039	-0.0014
Si	1.0213	3.595	22.1656	0.0049	0.0171	0.0576
Si	4.898	1.4825	18.8003	0.0059	-0.0022	0.0004
Si	3.2002	3.0824	9.5384	-0.0423	-0.0041	-0.1051
Si	6.4529	10.8268	13.8043	-0.0001	-0.0018	-0.0035
Si	10.351	0.1184	15.9781	0.003	0.005	-0.0073
Si	5.664	3.6606	11.1668	-0.0041	-0.0066	-0.0207
Si	9.8503	3.9017	11.9203	-0.0065	-0.0055	-0.0194
Si	2.3437	9.9253	15.561	-0.0013	-0.0064	-0.0071
Si	6.0771	8.1148	19.7998	-0.0027	0.0084	0.0098
Si	6.9371	3.9721	22.3669	-0.0023	0.0101	0.046
Si	9.7538	2.7784	17.3664	0.0044	0.0015	0.0055
O	7.197	6.3808	13.9768	0.0044	-0.0002	-0.0039
O	1.8854	7.06	18.6814	0.0037	-0.0086	0.0035
O	10.2864	4.0438	16.5337	-0.0034	-0.005	0.0034
O	6.1662	9.9591	17.0567	0.0035	-0.0019	-0.0012
O	10.1498	0.6967	14.469	0.0067	-0.0061	0.0094
O	8.4493	6.1138	18.8535	0.0037	0.0051	0.0035
O	5.1719	0.6922	14.4408	-0.0036	0.002	-0.0019
O	5.7179	2.0514	17.519	0.0028	0.0027	-0.0019
O	8.3473	1.9365	20.5595	0.0103	0.0006	0.0034
O	1.9911	4.2996	18.4018	0.0021	0.01	-0.002
O	6.9674	2.8067	10.6454	-0.0254	0.0018	0.016
O	4.8692	2.7072	12.2186	-0.008	-0.0068	0.005
O	6.0328	4.3922	16.3477	0.0027	-0.0009	-0.0005
O	4.5766	3.9099	9.9274	0.0315	0.0102	0.0325
O	10.6875	2.7725	21.5558	-0.0167	-0.0174	-0.0147
O	9.7279	6.166	14.9699	0.0089	-0.0043	0.0073
O	6.0101	6.4792	19.8385	0.0003	0.0003	0.006
O	4.0819	0.1683	18.2843	0.0008	-0.0024	0.005
O	9.2555	10.5571	12.2707	0.0014	0.0095	0.0008
O	2.8577	4.3621	12.7136	-0.0073	0.0071	-0.0032
O	1.9121	10.708	21.2113	-0.0009	0.0164	-0.0189
O	3.9954	2.7225	19.3807	0.004	-0.0033	0.0064
O	0.7295	10.0413	15.9682	-0.0018	0.0012	-0.0008
O	1.2793	9.8036	18.8373	-0.0001	-0.0029	-0.001
O	1.7112	1.666	19.2699	0.0033	0.0014	0.0052
O	8.9401	10.3966	16.5048	-0.0016	-0.0024	0.0021
O	4.8746	8.577	18.794	-0.005	0.0034	-0.0021
O	9.5874	8.7539	10.4931	0.0187	0.0063	0.0381
O	6.7538	4.079	18.857	-0.002	-0.0076	-0.0038
O	2.8423	1.7175	13.4185	0.0041	-0.0074	0.0086
O	5.8247	8.764	21.2662	-0.0085	-0.0188	-0.0286
O	2.5414	2.4533	10.8868	-0.0024	-0.0028	0.0587
O	7.6228	4.8477	21.1702	0.0058	0.018	-0.0286
O	5.2088	7.4809	12.56	0.0013	-0.0149	0.005
O	0.4346	9.0728	12.5112	0.0045	-0.0006	-0.0023
O	7.5817	1.064	13.5775	-0.0041	-0.0026	-0.006
O	7.1138	9.6396	14.7498	0.0045	-0.0045	0.0073
O	8.9783	5.0332	12.6999	-0.0049	0.0167	0.0038
O	8.0969	8.0392	16.9137	-0.0022	0.0038	-0.0024
O	6.2138	2.5732	21.9044	-0.0001	-0.0178	-0.0057
O	2.4628	9.072	14.12	0.0052	0.0141	0.016
O	0.4318	4.4942	11.8701	0.0058	0.0034	-0.0012
O	0.8177	8.3163	20.9366	-0.0066	-0.0146	-0.0278
O	9.4019	3.8346	10.3559	0.0205	0.0122	0.0363
O	9.6594	2.3862	12.5338	-0.0015	-0.0135	0.0007
O	7.6213	8.5587	19.3962	0.0088	-0.0029	0.0048
O	2.5517	8.1844	11.3791	-0.0261	-0.0063	0.0605
O	3.9753	3.0633	15.3808	0.0019	0.0038	-0.0002
O	0.8329	4.49	14.445	-0.0078	-0.0026	0.0084
O	10.0458	2.9967	18.9594	-0.0008	0.0047	-0.0109
O	9.1423	7.8059	12.9455	-0.0051	-0.0157	0.0039
O	10.5141	0.5352	20.0762	0.0033	-0.0024	0.0058
O	6.0271	5.0493	11.9351	0.0019	0.0192	0.0097
O	8.1555	2.7397	17.0077	-0.0009	0.0005	0.0001
O	3.5388	5.4847	16.7337	0	0.0008	0.0031
O	4.6787	9.13	10.3844	0.0236	-0.0026	0.0279
O	1.5387	6.679	13.1859	-0.0036	-0.0065	-0.0058
O	4.7598	5.4909	14.3484	-0.0061	-0.0087	0.0084
O	2.0501	3.8529	20.9207	0.017	-0.0063	-0.0274
O	10.5561	1.4171	16.9462	-0.0006	0.0004	0.0016
O	0.953	6.0771	16.5551	0.0025	0.0008	0.0031
O	7.3249	10.9507	21.9459	0.0003	0.02	-0.0078
O	5.9321	0.9105	19.9168	-0.0175	-0.0008	-0.0113
O	6.0655	10.036	12.4137	0.0081	0.0221	0.0121
O	2.8469	0.5478	15.6166	-0.0019	-0.0012	0.0012
O	7.055	8.0209	10.7864	-0.0237	0.0014	0.0217
O	10.2467	8.0171	18.6907	-0.0066	-0.0036	0.0051
O	3.4462	9.195	16.5844	0.0038	-0.0005	0.0017

Results
free energy: -141734.061 eV
free energy less fixed offsets of As -4856.12, O -568.88, Si -635.61 eV per atom: -4.851 eV

The program warned: the cutoff lies below the one the program advises for these potential files; the forces do not sum to zero within the program's tolerance; the exchange-correlation potential is rough where the density is thin.
